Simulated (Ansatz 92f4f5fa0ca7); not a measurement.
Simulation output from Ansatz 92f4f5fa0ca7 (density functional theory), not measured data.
Periodic cell of 212 atoms, Si132O80, from a study of silicon, its oxide and their interface. The atomic structure is a simulated model.
Doubt: the cutoff is far below the 930 eV that the study's wrapper takes by default for these files, so forces and energies are approximate.
This geometry differs little from another in the collection (a relaxation step or a small displacement).

Settings
functional: PBE
potential files: Ansatz PAW
basis: plane waves
wave-function cutoff: 580 eV
density cutoff ratio: 5
exchange-correlation grid ratio: 1
k mesh: 1 x 1 x 1, Gamma-centred
self-consistency stop: 5e-08 eV per atom in the density residual
occupations: fixed
spin: none
net charge: 0

Cell vectors (angstrom)
a	10.938	0	0
b	0	10.938	0
c	0	0	31.5799

Atoms and the computed forces on them: element, x, y, z (angstrom), force x, y, z (eV/angstrom)
Si	-0.5522	0.5956	24.0783	0.0026	0.004	0.0012
Si	6.1548	-0.5233	23.9758	0.0007	-0.0005	0.0006
Si	2.3402	3.201	24.3932	-0.0019	-0.0001	0.0014
Si	8.6452	2.4083	24.2815	-0.0092	-0.0096	-0.0034
Si	0.5243	4.8515	24.167	0.0004	0.001	0.0017
Si	5.1566	5.7187	24.2584	-0.0034	-0.0016	-0.0001
Si	3.3205	7.5145	24.1251	0.0033	0.0022	0
Si	7.77	8.6242	24.2128	-0.0012	0.0008	0.0066
Si	1.3123	1.3485	25.3887	-0.0015	-0.0003	0.0002
Si	6.8851	1.2887	25.3802	0.0039	0.0044	0.0007
Si	4.079	4.1427	25.6286	0.0017	0.0016	0.0033
Si	9.6953	4.0642	25.5352	0.0044	0.0031	0.0031
Si	1.4378	6.7436	25.3632	-0.0005	-0.0025	0.0002
Si	6.834	6.8542	25.4692	0.0014	0.0021	0.0033
Si	4.2111	9.4979	25.1732	-0.0015	-0.002	-0.0003
Si	9.5745	9.6435	25.3473	-0.0024	-0.0003	0.0005
Si	2.7756	-0.0633	26.6577	0.0005	0.0005	0.0008
Si	8.2236	-0.0201	26.8257	-0.0005	-0.0002	-0.0026
Si	0.0567	2.682	26.8845	-0.0007	-0.0015	-0.0018
Si	5.5046	2.6792	26.7746	-0.0014	-0.001	0
Si	2.7026	5.4953	26.9068	0.0015	-0.0008	-0.0032
Si	8.2351	5.4635	26.7777	-0.001	0.0003	-0.0003
Si	0.027	8.2019	26.6906	-0.0005	0.0003	0.0002
Si	5.4569	8.2255	26.7976	0	-0.0004	-0.0006
Si	4.1018	1.3673	28.1617	-0.0811	-0.3694	-0.5468
Si	9.5708	1.3673	28.1617	-0.0713	-0.1353	0.4837
Si	1.3673	4.1018	28.1617	0.0404	-0.1519	0.8454
Si	6.8362	4.1018	28.1617	0.1751	-0.1916	-0.2929
Si	4.1018	6.8362	28.1617	-0.0315	0.4708	0.4476
Si	9.5708	6.8362	28.1617	0.2258	0.2315	-0.4249
Si	1.3673	9.5708	28.1617	0.2304	-0.1625	-0.726
Si	6.8362	9.5708	28.1617	-0.0521	-0.0131	0.1994
Si	0	0	29.5289	-0.0792	0.0738	-0.0195
Si	5.469	0	29.5289	-0.0117	-0.0446	0.0332
Si	2.7345	2.7345	29.5289	-0.0837	0.0914	0.015
Si	8.2035	2.7345	29.5289	0.0442	0.0063	0.0366
Si	0	5.469	29.5289	0.0033	-0.0706	0.0328
Si	5.469	5.469	29.5289	-0.0238	0.0481	-0.0402
Si	2.7345	8.2035	29.5289	0.0926	0.0172	0.0465
Si	8.2035	8.2035	29.5289	-0.0448	0.0392	-0.0072
Si	1.3673	1.3673	30.8962	0.0461	-0.0503	0.0099
Si	6.8362	1.3673	30.8962	-0.0139	0.0577	-0.034
Si	4.1018	4.1018	30.8962	0.0364	-0.0867	0.0057
Si	9.5708	4.1018	30.8962	-0.0267	0.0267	-0.0233
Si	1.3673	6.8362	30.8962	0.0146	0.0364	-0.0309
Si	6.8362	6.8362	30.8962	0.0454	-0.0484	0.0098
Si	4.1018	9.5708	30.8962	-0.0729	-0.0234	-0.0128
Si	9.5708	9.5708	30.8962	0.0777	-0.03	0.0013
Si	2.7345	0	0.6835	0.0461	0.0138	0.0353
Si	8.2035	0	0.6835	-0.0369	0.0356	0.0218
Si	0	2.7345	0.6835	-0.0522	0.0816	-0.0281
Si	5.469	2.7345	0.6835	0.0641	-0.0631	0.0323
Si	2.7345	5.469	0.6835	-0.0526	0.0294	0.0297
Si	8.2035	5.469	0.6835	0.0314	-0.0529	0.036
Si	0	8.2035	0.6835	-0.045	-0.0293	0.0261
Si	5.469	8.2035	0.6835	-0.0702	0.111	-0.0246
Si	4.1018	1.3673	2.0507	-0.0508	0.1068	-0.0318
Si	9.5708	1.3673	2.0507	0.1702	0.0262	-0.0194
Si	1.3673	4.1018	2.0507	-0.0488	-0.2009	-0.0133
Si	6.8362	4.1018	2.0507	-0.0033	0.0547	-0.0217
Si	4.1018	6.8362	2.0507	0.0731	-0.0214	0.0073
Si	9.5708	6.8362	2.0507	0.0296	0.0773	-0.002
Si	1.3673	9.5708	2.0507	0.0087	0.0139	0.0001
Si	6.8362	9.5708	2.0507	-0.0806	-0.213	-0.0335
Si	0	0	3.418	-0.1872	0.2702	-0.2914
Si	5.469	0	3.418	0.0436	-0.1357	0.4163
Si	2.7345	2.7345	3.418	0.1474	-0.0391	-0.9019
Si	8.2035	2.7345	3.418	-0.0492	0.1983	0.6346
Si	0	5.469	3.418	-0.1922	0.01	0.2037
Si	5.469	5.469	3.418	0.2412	0.0921	-0.1577
Si	2.7345	8.2035	3.418	-0.0619	0.0656	0.3781
Si	8.2035	8.2035	3.418	-0.3653	-0.1394	-0.3273
Si	1.4085	1.3794	4.7201	-0.0045	-0.0061	0.0089
Si	6.8196	1.3711	4.843	0.0058	-0.005	0.0035
Si	4.0693	4.1085	4.7031	-0.0027	-0.0019	0.0037
Si	9.5226	4.194	4.8723	0.0009	0.0003	0.0024
Si	1.327	6.8475	4.8042	-0.0004	-0.0014	0.0013
Si	6.8484	6.8205	4.8209	-0.0017	-0.0026	0.0034
Si	4.1186	9.5396	4.8525	-0.0036	-0.0008	0.0023
Si	9.4663	9.6477	4.7094	0.0023	0.0013	0.0017
Si	2.6748	-0.0331	6.1643	0.0031	0.0075	0.0013
Si	8.1988	0.0379	6.2549	-0.02	-0.0029	-0.0117
Si	0.1286	2.8643	6.0606	-0.0119	-0.0052	-0.0107
Si	5.3282	2.7091	6.1136	0.0019	0.008	-0.0019
Si	2.8153	5.5288	6.1106	-0.0017	0.0045	-0.0053
Si	8.1242	5.5067	6.4007	0.0023	0	-0.0001
Si	-0.2145	8.1896	6.0063	0.0055	0.0027	0.0005
Si	5.4875	8.1532	6.2468	0.0009	0.0016	-0.0086
Si	3.4509	1.8407	7.3554	-0.0157	-0.0108	-0.0035
Si	10.2759	0.936	7.0622	0.0232	0.0088	0.003
Si	1.9967	3.7311	7.3257	0.019	0.0096	0.0281
Si	6.2561	4.3893	7.4445	0.0064	0.0041	-0.0011
Si	4.6328	6.2432	7.4345	-0.0095	-0.0129	-0.0048
Si	8.9199	7.5592	7.4632	-0.0085	-0.0086	-0.0044
Si	0.7719	9.9486	7.1522	-0.0026	-0.003	-0.0061
Si	7.088	9.2714	7.5611	0.0071	0.0042	0.006
O	0.7268	9.55	8.7722	-0.0013	-0.0029	0.0074
O	2.4202	4.089	9.1479	-0.0271	-0.0568	-0.043
O	10.5911	1.4458	8.6424	-0.0035	-0.0004	-0.0021
O	6.3842	9.6746	9.0421	-0.0002	-0.0015	-0.0019
O	3.3255	1.6329	9.0348	0.0033	-0.0018	0.0017
O	4.1235	6.3149	9.0132	0.0045	-0.0004	0.0081
O	6.3247	3.6397	8.952	-0.0002	-0.0005	0.0001
O	9.5537	7.7412	8.9969	0.0059	-0.0003	0.0076
O	3.1195	2.8321	22.9632	0.0015	-0.0022	0.001
O	6.2349	10.7394	22.3148	0.0002	-0.0004	-0.0006
O	8.0999	3.25	22.9576	0.0025	-0.0002	0.0032
O	0.0272	4.9378	22.5572	-0.0014	0.0013	0.001
O	8.1302	8.1939	22.642	0.003	0.0038	-0.0022
O	2.6797	7.6883	22.5834	-0.0006	-0.0004	-0.0001
O	5.88	4.8159	23.0324	-0.0022	0.0011	0.0023
O	10.7875	11.1902	22.4882	-0.0003	-0.0007	-0.0007
Si	7.0686	0.1717	20.9409	0.0006	0.0003	0.0007
Si	6.9849	2.3946	14.7077	-0.0004	-0.0001	0
Si	6.8008	2.3974	9.9109	0.0003	0	-0.0004
Si	3.1887	3.6696	21.5767	0.0001	0.0022	0.0022
Si	-3.1572	7.2106	21.391	-0.0028	0.001	-0.0031
Si	-0.6052	9.0518	9.5949	-0.0024	0.0057	-0.0032
Si	10.0795	11.3899	21.0244	0.0007	-0.0003	0.0017
Si	3.9933	3.0076	14.6937	0.0004	0	0.0002
Si	4.8409	-6.2847	18.1388	-0.0004	0.0005	0.0011
Si	7.2986	4.3145	12.3497	-0.0001	-0.0013	-0.0017
Si	-1.9882	7.8542	16.7063	0.0006	-0.0006	0.0009
Si	5.7851	10.4479	10.3676	0.0001	0.001	-0.0016
Si	3.4505	-1.7338	12.0849	0.0028	0.0024	-0.0003
Si	7.3016	10.5034	13.1821	-0.0002	0.0003	-0.0005
Si	16.1031	-3.8317	19.7284	-0.0003	0.0002	0.002
Si	14.0438	0.2032	14.313	0.0006	0.001	0.0016
Si	7.1891	4.3355	22.1696	-0.001	-0.0045	0.0032
Si	0.577	4.8162	21.0162	-0.001	0.0007	-0.0007
Si	2.8714	2.747	10.1345	0.0001	0.0002	-0.0056
Si	11.3219	1.0294	14.8767	-0.0002	0.0002	0.0003
Si	9.4968	0.9983	9.7552	0.0007	0.001	0.0019
Si	15.2152	15.4892	12.0453	-0.0014	-0.0013	-0.0022
Si	5.0816	8.9542	14.5371	0.0001	0.0001	0.0017
Si	11.572	7.9798	12.1577	-0.0023	0.0033	0.0048
Si	10.1651	5.2704	12.7687	-0.0029	-0.0032	0.0017
Si	9.8701	9.4448	14.2318	-0.0014	0.0006	0.0009
Si	5.6975	2.7097	19.9716	0.0008	-0.0005	0.0022
Si	8.8554	9.1183	19.5255	0	-0.0004	0.0017
Si	2.7431	6.6929	21.2931	0.0005	0.0009	0.0017
Si	9.373	2.7365	16.5882	0.0002	0.0002	0.0008
Si	11.1959	2.3132	11.9588	-0.0014	-0.0013	-0.0011
Si	-0.136	2.7952	19.1089	-0.0002	-0.0001	0.0008
Si	2.7082	5.8572	9.7526	-0.0209	0.0761	-0.0011
Si	-0.4432	-5.5263	15.9916	0.0002	0.0002	0.0025
Si	5.9242	-3.8889	16.8765	0.0001	-0.0003	0.0015
Si	2.0626	3.9008	17.1043	0	0	0.0012
O	19.0654	1.7183	9.2629	0	0.0001	0.0005
O	16.7838	5.0604	12.1025	0.0013	0	0.0006
O	9.3841	4.3569	16.5414	-0.0002	0	-0.0003
O	4.1502	-0.7636	15.116	0.0001	-0.0004	-0.0002
O	12.6501	3.637	20.9088	-0.0004	-0.0023	-0.0015
O	1.2769	6.2755	20.6722	0.0001	0.0004	-0.0009
O	10.7819	3.8357	12.3078	-0.0001	0.0034	0.0007
O	-0.4672	4.2396	19.8849	-0.0007	0.0002	-0.0008
O	-1.4061	-8.6003	18.1627	0	-0.0005	-0.0002
O	4.3185	9.7807	10.793	-0.0004	-0.0008	0.0013
O	3.464	5.2872	21.808	0.0006	0.0001	0.0003
O	10.9089	1.5891	20.2058	0.0001	0	-0.0006
O	-4.1599	3.6033	20.7835	-0.0007	-0.0022	-0.0052
O	-2.8737	5.6662	21.808	0.0062	-0.0005	-0.0008
O	13.6888	10.4542	12.8772	-0.0004	-0.0016	-0.0006
O	3.2333	5.5714	11.3156	-0.0011	0.0052	0.0031
O	8.511	11.8075	21.3175	-0.0005	-0.0003	0.0002
O	10.2815	5.4838	14.3801	0.0002	0.0004	-0.0018
O	1.3984	6.5818	9.3721	0.0471	-0.0169	0.0214
O	4.1123	3.1894	11.1027	0.0007	0.0005	0.002
O	11.473	12.446	13.3318	0	-0.0013	0.0024
O	8.8623	-0.8859	13.101	0.0008	-0.0005	0.0005
O	11.1524	8.6387	13.6159	0.0009	-0.0008	-0.0008
O	7.0399	1.0877	13.7271	0.0002	0.0003	0.0008
O	5.5046	2.785	15.2855	0.0002	0.0002	0.0001
O	7.2843	3.049	11.3213	-0.0003	0.0009	0.0007
O	4.2273	2.8844	20.6415	0.0018	-0.0021	-0.0024
O	14.7947	4.2282	13.6025	0	-0.0001	0.001
O	5.7483	12.0751	10.0624	0.0001	-0.0012	0.0013
O	-4.7235	7.4322	20.9335	-0.0008	0.0007	-0.0008
O	10.6877	8.8387	11.1317	0.0013	-0.002	-0.0001
O	5.1802	-3.1691	15.631	0.0001	0.0004	-0.0003
O	5.2073	5.4973	19.486	0.0001	-0.0002	-0.0012
O	12.7937	0.4861	15.3186	0.0004	0.0001	-0.0001
O	-2.3407	5.3188	12.2175	0.0008	0.0007	0.0006
O	3.6464	7.4827	20.186	0.0005	0.0001	-0.0007
O	11.0964	6.4275	12.1212	0.0023	0.0022	-0.0018
O	8.7932	-3.3273	20.171	0.0009	0.0006	-0.002
O	9.0099	8.5271	15.2411	0.0008	0.0001	-0.0006
O	-0.7366	6.8132	16.7686	-0.0003	0.0005	0.0001
O	6.1389	1.1528	20.0335	-0.0007	0	-0.0008
O	7.4408	-1.0845	19.9506	0.0002	-0.0001	0.0004
O	2.9097	3.1618	15.9044	-0.0001	-0.0001	0
O	5.4468	-5.461	16.8661	-0.0002	-0.0002	0.0002
O	7.9938	2.1454	15.9676	0.0002	-0.0003	-0.0002
O	10.3378	-0.2221	15.119	0.0004	0.0001	0.0001
O	6.7478	10.2993	11.6722	-0.0005	-0.0004	0.0005
O	12.0225	4.9939	16.3925	0.0002	0	-0.0004
O	1.1813	2.9478	18.1182	0.0002	0	0.0001
O	10.6996	2.2488	15.7462	0.0002	0	0
O	6.5698	9.51	14.2395	0.0001	-0.0003	-0.0001
O	3.2133	-6.3331	18.0257	0.0008	0	0.0001
O	7.5367	7.0568	16.7686	-0.0001	-0.0001	-0.0001
O	5.5439	3.1969	18.4058	0	-0.0003	-0.0014
O	5.502	7.799	18.2856	0.0002	0	-0.0006
O	-1.8937	-1.984	17.9152	0.0004	-0.0001	-0.0002
O	1.5951	2.2992	11.0182	-0.0003	-0.0061	0.0043
O	10.0867	9.9987	20.1518	0.0003	0.0004	-0.0004
O	2.2157	-2.7531	11.7818	-0.0012	-0.0013	-0.0006
O	4.4474	8.4144	13.1275	-0.001	-0.0002	-0.0004
O	9.2674	-0.6148	9.6257	0.0019	-0.001	0.0003
O	7.4684	14.6322	13.849	0.0007	0.0001	0.0004
O	3.7109	1.6397	13.8706	0	-0.0004	0.0004
O	9.9874	1.5198	11.2084	-0.0007	-0.0008	-0.0003

Results
free energy: -129406.929 eV
free energy less fixed offsets of O -568.88, Si -635.61 eV per atom: 3.991 eV

The program warned: the cutoff lies below the one the program advises for these potential files; the exchange-correlation potential is rough where the density is thin.
